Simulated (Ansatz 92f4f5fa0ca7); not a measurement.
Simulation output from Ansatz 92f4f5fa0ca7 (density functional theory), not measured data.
Periodic cell of 462 atoms, Si286O176, from a study of silicon, its oxide and their interface. The atomic structure is a simulated model.

Settings: functional r2SCAN; potential files Ansatz PAW; basis plane waves; wave-function cutoff 800 eV; density cutoff ratio 5; exchange-correlation grid ratio 1; k mesh 1 x 1 x 1, Gamma-centred; self-consistency stop 1e-10 eV per atom in the density residual; occupations fixed; spin none; net charge 0.

Cell vectors (angstrom)
a	16.3305	0	0
b	0	16.3305	0
c	0	0	29.6593

Atoms and the computed forces on them: element, x, y, z (angstrom), force x, y, z (eV/angstrom)
Si	-0.3575	-0.1418	-0.0623	0.004	-0.0155	-0.0968
Si	3.0104	2.3251	0.2194	-0.0065	0.0153	-0.0785
Si	0.0145	5.7685	0.3972	0.0171	-0.008	-0.0725
Si	3.0989	7.6726	0.0708	-0.0146	-0.0006	-0.0877
Si	-0.2277	11.019	0.1621	0.0074	-0.0143	-0.0843
Si	2.9948	13.2564	-0.03	-0.0107	0.0063	-0.0875
Si	5.2886	0.1903	0.1294	0.0158	-0.011	-0.0808
Si	8.5977	2.5617	-0.0466	-0.0136	0.0197	-0.0885
Si	5.2482	5.3104	0.0836	0.003	-0.024	-0.0782
Si	8.7465	7.6707	-0.1711	-0.0123	0.0206	-0.1069
Si	5.3002	11.1159	0.1046	0.0133	-0.0162	-0.0819
Si	8.6734	13.4737	-0.0965	-0.0068	0.0143	-0.0797
Si	10.9139	0.4314	-0.0505	0.008	-0.0052	-0.0703
Si	13.3622	3.6619	-0.2893	0.0204	0.0265	-0.1084
Si	10.9462	5.5236	0.3625	-0.0003	0.0025	-0.0464
Si	14.0202	7.8316	0.4706	-0.007	0.0055	-0.0707
Si	10.7755	11.0758	-0.3604	0.0177	-0.0165	-0.1185
Si	13.9431	13.2954	0.1858	0.0012	0.009	-0.0651
Si	1.1993	1.2334	1.2392	0.0006	-0.0025	0.0025
Si	4.0796	3.9429	1.5564	0.0013	-0.0008	0.0044
Si	1.5501	6.8815	1.6513	-0.0001	-0.0018	0.0035
Si	4.1571	9.4382	1.2923	0.0005	0	0.0044
Si	1.4273	12.1706	1.3643	-0.001	-0.001	0.0061
Si	4.0749	14.9042	1.3126	-0.0007	-0.0013	0.0055
Si	6.9389	1.3994	1.2832	0.0015	-0.0004	0.0062
Si	9.6055	4.0243	1.4931	0.0002	0.0003	0.0046
Si	6.9575	6.6318	1.1273	-0.0012	0.0003	0.0061
Si	9.6656	9.4659	1.093	0.0012	0.0019	0.0052
Si	6.9586	12.341	1.2178	0.0002	-0.0015	0.0054
Si	9.7834	15.041	1.2495	-0.0009	0.0012	0.003
Si	12.444	1.6817	1.1636	0.0077	0.0014	-0.0006
Si	14.9825	4.1896	1.3861	-0.0006	-0.0007	0.007
Si	12.3451	6.8023	1.6818	0.0008	0.0007	0.0035
Si	15.0821	9.514	1.6207	0.0003	-0.0004	0.0048
Si	12.2529	12.1305	1.2401	-0.0009	-0.001	0.0049
Si	15.0529	14.8193	1.5503	-0.002	0.0038	0.0054
Si	-0.0313	2.681	2.6549	0.0013	0.0014	-0.0016
Si	2.6373	-0.093	2.6555	-0.0013	0.0004	-0.0005
Si	0.15	8.2219	2.9588	-0.0008	0.0002	-0.0004
Si	2.7709	5.3522	2.8912	-0.0004	-0.0011	-0.0007
Si	0.1372	13.5203	2.8344	0.0003	-0.0003	-0.0012
Si	2.7731	10.7733	2.7072	0.0001	-0.0012	-0.0008
Si	5.5718	2.6586	2.7838	0.001	-0.0008	0.0003
Si	8.2748	-0.0299	2.6194	-0.0016	-0.0012	-0.0006
Si	5.5951	8.0617	2.5667	0.0028	0.0002	-0.0003
Si	8.1723	5.3919	2.7243	-0.0018	0.0007	-0.0017
Si	5.5362	13.6136	2.6518	0.001	0.0008	-0.0011
Si	8.2533	10.8335	2.5196	-0.0011	-0.002	-0.0003
Si	11.0461	2.7279	2.7714	0	-0.0014	0.0008
Si	13.6344	0.079	2.604	-0.0019	-0.0034	-0.0004
Si	10.9172	8.2727	2.7539	-0.0017	0.002	-0.0018
Si	13.6982	5.4151	2.9366	0.0016	-0.002	-0.0011
Si	11.0034	13.5941	2.6403	0.002	-0.0001	-0.0004
Si	13.5765	10.8691	2.7772	-0.001	0.0003	0.0001
Si	1.3147	4.0157	4.114	0.0001	-0.0013	0
Si	4.0756	1.287	4.0176	-0.0006	0	-0.0009
Si	1.4688	9.5795	4.25	0.0009	-0.0001	0.0006
Si	4.2061	6.7831	4.0654	0.0004	0.0012	-0.0007
Si	1.4195	14.9354	4.1637	0.0004	0.0003	0.0004
Si	4.1575	12.2087	3.9963	-0.0003	0.0001	0.0001
Si	6.8433	4.0724	4.1414	0.0015	-0.0002	0
Si	9.6088	1.3265	4.0339	0.0004	0.0015	-0.001
Si	6.8835	9.4925	3.9482	-0.0004	0.0002	-0.0008
Si	9.5395	6.8163	4.0434	0.0017	-0.0012	-0.0003
Si	6.8596	14.9878	4.0203	0.0007	-0.0007	-0.0002
Si	9.5607	12.2297	3.9542	-0.0002	-0.0004	0.0001
Si	12.3036	4.0664	4.2144	-0.0016	0.0002	-0.0003
Si	14.9815	1.3412	4.0614	-0.0006	0.0008	-0.0004
Si	12.2436	9.5615	4.1738	0.0007	-0.0013	0.0007
Si	15.0549	6.8201	4.2173	-0.0012	0.0002	-0.0011
Si	12.3045	15.0032	4.0045	0.0001	0.0008	0.0001
Si	14.99	12.2256	4.1169	0.0007	-0.0007	-0.0006
Si	0.0158	0.0012	5.4491	0	-0.0001	0.001
Si	2.7275	2.6686	5.4201	-0.0004	-0.0006	0.0004
Si	0.0372	5.4034	5.5284	0.0006	-0.0005	0
Si	2.8287	8.1318	5.4726	0.0004	0.0004	0.001
Si	0.021	10.9099	5.5245	-0.0002	-0.0001	0.0001
Si	2.8108	13.5616	5.4385	0.0001	-0.0002	0.0005
Si	5.4561	-0.0337	5.4109	0	-0.0009	0.0001
Si	8.2286	2.6894	5.4169	0.0005	0	0.0004
Si	5.4751	5.4316	5.4858	0.0002	-0.0005	0.0005
Si	8.1748	8.1652	5.4051	0	-0.0006	0.0006
Si	5.5012	10.8391	5.3547	-0.0002	0.0004	0.0002
Si	8.1843	13.5742	5.3588	0.0002	-0.0004	0.0005
Si	10.9122	-0.044	5.4172	-0.0003	-0.0001	0.0003
Si	13.6528	2.6724	5.4952	-0.0004	-0.0001	0.0007
Si	10.8946	5.4677	5.4599	0.0003	-0.0001	0.0012
Si	13.6186	8.1827	5.4984	0.0002	-0.0004	0.0005
Si	10.861	10.9382	5.4516	-0.0003	-0.0002	0.0006
Si	13.6483	13.6634	5.416	0.0001	-0.0003	-0.0003
Si	1.3673	1.3578	6.8239	0.0002	-0.0003	0.0005
Si	4.057	4.071	6.7933	0.0002	0	0.0008
Si	1.4224	6.7894	6.8327	0.0003	-0.0002	0.0008
Si	4.1437	9.5331	6.7972	0.0004	-0.0002	0.0004
Si	1.3951	12.2892	6.8367	0.0002	-0.0005	0.0005
Si	4.1252	14.9358	6.8181	0.0005	0.0001	0.0004
Si	6.8015	1.3674	6.7656	0	0.0003	0.0009
Si	9.5335	4.0718	6.795	0.0002	0.0001	0.0009
Si	6.8062	6.8337	6.8069	-0.0001	0.0003	0.0006
Si	9.502	9.5363	6.7897	0.0002	0.0003	0.0009
Si	6.8084	12.2296	6.746	-0.0003	-0.0005	0.0007
Si	9.5093	14.9457	6.7559	0.0005	0	0.0006
Si	12.2499	1.3271	6.8029	0.0005	-0.0007	0.0006
Si	14.9797	4.0536	6.8559	0	-0.0004	0.001
Si	12.2386	6.825	6.8376	0.0006	-0.0002	0.0004
Si	14.9787	9.5374	6.8476	0.0001	0.0004	0.0008
Si	12.2454	12.3111	6.767	-0.0004	-0.0003	0.001
Si	14.9747	15.0048	6.8177	0	0	-0.0003
Si	0.0128	2.7238	8.2225	0	0.0002	0.0006
Si	2.7281	-0.0163	8.1577	0.0001	-0.0002	0.0009
Si	0.0197	8.1567	8.1679	-0.0001	0.0001	0.001
Si	2.7306	5.4208	8.2153	0.0003	-0.0003	0.0001
Si	0.005	13.6569	8.172	0.0004	-0.0003	0.001
Si	2.7652	10.9	8.1553	0	0	0.0011
Si	5.423	2.7216	8.1432	0.0003	0.0003	0.0008
Si	8.1402	-0.0112	8.1267	-0.0003	-0.0003	0.0006
Si	5.4253	8.1638	8.1961	0.0002	-0.0001	0.0005
Si	8.151	5.443	8.1228	0.0001	-0.0005	0.0004
Si	5.4637	13.5674	8.1829	-0.0001	0	0.0005
Si	8.1175	10.8698	8.1475	0.0002	-0.0006	0.0008
Si	10.8711	2.6835	8.1498	-0.0005	-0.0002	0.0008
Si	13.6114	0.0269	8.1908	-0.0001	-0.0001	0.0003
Si	10.8488	8.1858	8.177	0.0002	-0.0003	0.0009
Si	13.5969	5.4308	8.165	-0.0004	-0.0004	0.0011
Si	10.8668	13.6279	8.1425	0.0002	0	0.0008
Si	13.588	10.9321	8.1369	0.0007	-0.0003	0.0006
Si	1.3449	4.1024	9.5972	0.0001	-0.0004	0.0001
Si	4.0608	1.3656	9.5228	-0.0004	0.0005	0.0007
Si	1.3733	9.5611	9.49	0.0001	-0.0004	0.0002
Si	4.0625	6.8013	9.5806	0.0001	0.0006	0.0002
Si	1.3292	15.0244	9.5466	0.0002	-0.0005	0.0006
Si	4.0766	12.2457	9.5886	0.0001	-0.0003	0.0004
Si	6.7646	4.1225	9.4831	0.0003	-0.0007	0.0004
Si	9.4901	1.3336	9.527	0.0004	0.0002	0.0002
Si	6.7348	9.5447	9.5517	0	-0.0001	0.0007
Si	9.4562	6.7996	9.5102	-0.0001	0.0006	0.0006
Si	6.7854	14.9866	9.5225	0.0003	-0.0005	0.0003
Si	9.4913	12.241	9.4678	-0.0002	-0.0001	0.0005
Si	12.1959	4.0813	9.4836	0.0007	0	0.0002
Si	14.9494	1.3987	9.5847	-0.0006	-0.0004	0.0004
Si	12.2196	9.5772	9.497	-0.0005	-0.0007	0.0003
Si	14.977	6.7817	9.514	0	-0.0005	0
Si	12.201	15.0186	9.4968	0.0006	-0.0003	0
Si	14.9409	12.2946	9.4951	-0.0004	-0.0004	0.0005
Si	-0.0157	0.0477	10.9546	-0.0004	-0.0009	0.0002
Si	2.6992	2.7121	10.92	0.0004	-0.0002	0
Si	-0.0211	5.4757	10.9723	0.0008	-0.0007	-0.0002
Si	2.6509	8.1872	10.8944	-0.0003	-0.0006	0
Si	0.0048	10.9424	10.8169	0.0003	-0.0011	-0.0002
Si	2.671	13.6556	10.8899	-0.0002	-0.0002	-0.0005
Si	5.3942	0.0058	10.9025	-0.0001	0	0.0001
Si	8.0959	2.743	10.8183	-0.001	0.0005	-0.0001
Si	5.4504	5.4475	10.9331	0.0001	-0.0003	0.0006
Si	8.0468	8.1303	10.8682	-0.0001	0.0019	-0.0002
Si	5.4018	10.8662	11.0018	0.0014	-0.0005	-0.0003
Si	8.1695	13.6191	10.8329	0.0002	-0.001	-0.0001
Si	10.8529	-0.0184	10.9329	0.0008	-0.0005	0.0001
Si	13.5394	2.7941	10.8891	0	0.0007	-0.0003
Si	10.8012	5.4024	10.8298	0.0009	-0.0011	-0.0001
Si	13.5813	8.1629	10.7933	0.0011	-0.0009	0.0002
Si	10.8229	10.9064	10.8608	-0.0005	0.0005	0.0003
Si	13.5488	13.6653	10.8221	-0.0007	0.001	0.0001
Si	1.3155	1.437	12.354	0.0003	-0.0012	-0.0008
Si	4.0941	4.0548	12.2519	0.0003	0.0002	-0.0007
Si	1.3078	6.9003	12.3459	-0.0009	0.0015	-0.0012
Si	3.9607	9.4676	12.3413	0.0004	0.0006	0.0001
Si	1.2799	12.3328	12.2469	-0.0006	-0.0003	-0.0009
Si	3.9666	15.0325	12.283	0.002	0.001	-0.0005
Si	6.7752	1.4002	12.2093	-0.0005	-0.0014	-0.0015
Si	9.4175	4.0698	12.2225	0.0012	0.0002	-0.0011
Si	6.7298	6.8327	12.3701	-0.0008	-0.0019	-0.0013
Si	9.4058	9.5027	12.1431	0.001	-0.0018	-0.0003
Si	6.8178	12.3321	12.2335	-0.0005	-0.0003	-0.0005
Si	9.5292	14.8607	12.2936	0.0002	0.002	-0.0011
Si	12.1722	1.4483	12.2428	-0.0005	-0.0016	-0.0001
Si	14.8468	4.1679	12.2891	-0.0004	-0.0001	-0.0014
Si	12.1419	6.8174	12.1006	-0.0025	0.0002	-0.0011
Si	14.9909	9.5214	12.0895	-0.0011	0.0021	-0.0008
Si	12.1565	12.3527	12.1705	0.0008	-0.0026	-0.001
Si	14.8644	15.0127	12.2206	0.0007	0.0005	-0.0011
Si	-0.1566	2.8056	13.6545	-0.0033	0.002	0.002
Si	2.6411	0.0501	13.7736	-0.001	-0.0016	0.0048
Si	-0.1341	8.2755	13.7034	-0.0001	-0.0011	0.0046
Si	2.7937	5.5089	13.5562	0.0001	-0.0014	0.0058
Si	-0.1662	13.6543	13.6163	-0.0006	0.0011	0.0056
Si	2.5884	10.9287	13.6081	0.0002	0.0003	0.0066
Si	5.4088	2.6776	13.6664	0.0004	0.0001	0.0051
Si	8.1476	-0.0078	13.4861	-0.0005	0.0001	0.0047
Si	5.2785	8.1101	13.8122	0.001	0.0022	0.0041
Si	8.1412	5.4355	13.6696	-0.0009	-0.0008	0.0064
Si	5.3769	13.6668	13.5617	-0.0003	-0.0003	0.0055
Si	8.1794	10.9148	13.537	0.0002	0.0002	0.0038
Si	10.7141	2.7019	13.6259	-0.0017	0.0012	0.004
Si	13.5477	0.1015	13.5676	-0.001	0.0005	0.0042
Si	10.7243	8.1007	13.4568	0.0003	0.0013	0.0051
Si	13.4513	5.5882	13.5865	0.0029	-0.0006	0.0052
Si	10.89	13.5441	13.802	0.0008	0.0002	0.0046
Si	13.5498	10.8911	13.2721	-0.0014	0	0.0044
Si	1.2661	4.2983	14.7438	-0.0063	0.0006	-0.081
Si	4.2889	1.161	15.1191	0.0066	-0.009	-0.0873
Si	0.9372	9.9544	15.002	-0.0192	0.0007	-0.0974
Si	4.3141	6.3171	15.2255	0.0186	0.0085	-0.1119
Si	0.9656	15.2053	14.9824	-0.0088	0.0122	-0.0808
Si	4.2147	12.086	14.8389	0.0103	-0.0097	-0.0794
Si	6.6613	4.1648	14.9702	-0.0135	0.0122	-0.0836
Si	9.6377	1.0176	14.9755	0.0219	-0.005	-0.087
Si	6.4743	9.881	14.7565	-0.0168	0.0087	-0.0846
Si	9.7415	6.5708	14.9852	0.0154	-0.0177	-0.1077
Si	6.5349	15.284	14.7867	-0.0163	0.013	-0.089
Si	9.8982	11.6904	15.0231	0.0249	-0.0082	-0.1034
Si	11.8884	4.3255	14.8021	-0.0084	0.0133	-0.0738
Si	15.1021	1.1507	15.0107	0.0102	-0.0106	-0.0847
Si	12.1386	9.5592	14.5171	0.0048	-0.0046	-0.0383
Si	14.3147	7.4051	14.887	-0.0095	0.0133	-0.0757
Si	12.05	15.3043	14.9485	-0.0184	0.0072	-0.0754
Si	14.8964	12.0186	14.7634	0.0178	-0.0067	-0.0724
Si	-5.4032	-19.2691	18.874	-0.0039	-0.0202	-0.1708
Si	2.8526	7.5399	20.2658	-0.0068	0.0109	-0.1573
Si	-0.4256	-0.2639	23.2008	-0.0026	0.0106	-0.2213
Si	-9.0736	18.8398	23.1266	0.0116	-0.0061	-0.2487
Si	-14.7058	-5.78	17.8508	0.0009	0.0173	-0.1939
Si	4.4338	26.2807	19.0742	-0.0197	-0.0037	-0.1703
Si	3.4245	1.814	24.6346	-0.0025	-0.0137	-0.1858
Si	-1.664	0.1228	20.4744	-0.025	-0.01	-0.2001
Si	-16.1209	20.1377	21.0038	-0.0124	0.027	-0.1827
Si	8.2695	-2.8883	21.7163	-0.0068	0.0322	-0.2068
Si	-2.3823	4.9589	26.5913	-0.0089	0.0018	-0.1993
Si	-10.9617	20.3393	24.9138	-0.0078	-0.035	-0.1821
Si	5.3881	9.9377	27.0291	0.0122	0.0067	-0.17
Si	7.0086	9.2906	17.6355	0.0122	0.0041	-0.1685
Si	2.3282	29.6316	17.1024	-0.0103	0.005	-0.1783
Si	0.3493	20.8486	25.4175	0.0089	-0.0275	-0.1606
Si	13.3996	15.7294	28.1059	0.0265	0.004	-0.1712
Si	12.6069	2.9345	24.7487	0.0037	-0.0314	-0.2143
Si	3.1475	3.1611	21.7469	-0.0072	0.031	-0.2147
Si	6.9389	15.0111	27.5239	-0.0147	-0.0118	-0.1863
Si	13.1912	13.4754	17.0045	0.0093	0.0131	-0.2088
Si	6.655	19.8467	27.4955	-0.0157	-0.0264	-0.2152
Si	10.7314	44.7449	23.1203	-0.0226	0.0174	-0.1937
Si	6.1687	-3.6728	25.8734	0.0116	0.0203	-0.2049
Si	-14.5196	20.6363	27.853	-0.0013	0.0051	-0.187
Si	12.9061	20.7562	19.4556	-0.0003	-0.0032	-0.1925
Si	-2.4373	24.2962	27.3152	-0.0112	0.0021	-0.1588
Si	25.8076	3.1201	24.8827	-0.0012	0.0177	-0.1591
Si	16.8958	18.1371	24.9375	0.0251	-0.0265	-0.153
Si	-8.145	25.6907	22.5897	-0.013	-0.0256	-0.1973
Si	14.3331	16.8951	25.5302	0.0284	0.0362	-0.1939
Si	11.9338	10.033	26.3778	-0.013	0.0033	-0.2321
Si	3.5031	21.9095	18.1955	-0.0189	-0.0084	-0.2197
Si	-8.0473	18.5171	20.1659	0.0488	0.0064	-0.2462
Si	13.8139	19.0539	21.7886	0.0167	0.0227	-0.2402
Si	-2.4962	3.1488	16.8868	-0.0031	-0.0194	-0.1839
Si	-15.296	14.3405	27.4466	-0.0225	-0.0088	-0.2065
Si	9.8251	4.3554	18.9139	-0.0075	0.0012	-0.1686
Si	-26.9085	28.5923	20.7519	-0.0334	-0.0163	-0.2138
Si	-20.7362	9.4402	21.9324	0.0102	-0.0086	-0.189
Si	8.4387	-5.2233	24.8227	0.03	0.0108	-0.2023
Si	-8.054	2.618	17.2458	-0.014	-0.0079	-0.2095
Si	7.5484	23.0433	22.0924	-0.0227	0.0085	-0.2099
Si	16.3436	9.6476	27.0258	-0.0203	0.012	-0.1573
Si	4.8229	5.5918	20.8565	-0.0432	0.0333	-0.1941
Si	2.9649	16.7556	20.5475	0.0028	-0.0102	-0.2169
Si	13.6482	29.8219	19.9199	-0.0294	0.0104	-0.1997
Si	1.3423	-18.5971	24.5591	0.0211	0.0212	-0.196
Si	15.7505	5.6103	16.7255	-0.0126	0.013	-0.1795
Si	7.8297	8.4758	26.5173	0.0229	0.0052	-0.2149
Si	6.9964	-1.8457	17.5998	0.0034	-0.0079	-0.1809
Si	19.0091	24.8376	26.8554	0.017	-0.0076	-0.1579
Si	16.8979	17.7739	19.0461	0.0297	0.0218	-0.1906
Si	-13.3093	-10.5326	25.5968	0.0193	-0.0292	-0.1681
Si	5.7517	-2.693	23.1669	0.0293	-0.0229	-0.2151
Si	9.0037	31.942	19.6008	0.0021	0.0038	-0.1848
Si	-8.9444	17.5328	25.8333	0.0145	0.0284	-0.1987
Si	-0.9528	22.556	19.5812	0.0026	-0.005	-0.1799
Si	13.3423	12.0381	24.3253	-0.0078	-0.0078	-0.2266
Si	19.9174	-17.1709	23.2447	0.0051	0.023	-0.1935
Si	4.3795	30.8704	18.9825	-0.0226	-0.0249	-0.1932
Si	9.0173	6.1011	24.7381	-0.0044	-0.0129	-0.1855
Si	0.1857	-7.2977	20.2357	0.0366	-0.0166	-0.1771
Si	-6.7458	8.2735	20.4803	-0.002	-0.0243	-0.2168
Si	14.4528	-21.7529	21.6062	0.056	0.0032	-0.2118
Si	27.0942	8.3137	24.247	-0.0058	0.0083	-0.2004
Si	-0.4933	12.3701	25.8345	-0.0213	0.0234	-0.1784
Si	18.9206	-29.9516	17.0554	0.046	-0.0061	-0.1841
Si	-7.7807	28.2227	17.9377	0.0084	-0.0072	-0.1875
Si	8.8381	23.4604	17.9743	-0.0222	-0.0166	-0.2138
O	-9.021	2.1681	-8.1576	-0.048	0.0136	0.1833
O	1.3837	-7.0683	-3.384	-0.0015	-0.0022	0.0586
O	7.384	-3.9334	-8.8504	0.0186	0.0131	0.088
O	-3.0361	9.8475	-8.4748	-0.0265	-0.0018	0.0715
O	0.9476	5.2386	-0.8315	-0.0408	0.0323	0.0998
O	8.8199	18.3237	-3.8053	-0.0207	-0.0279	0.0814
O	0.1854	-1.6876	-6.0637	0.025	-0.0321	0.0879
O	7.3456	-2.4994	-6.6787	-0.0369	0.0067	0.0999
O	2.482	19.3785	-1.1231	0.0226	-0.0399	0.0939
O	2.9925	-2.4021	-11.2328	0.0485	0.0342	0.1037
O	1.5769	5.4515	-4.7632	0.0073	0.0053	0.0688
O	13.4627	14.1719	-1.1147	0.005	-0.031	0.0737
O	4.2141	6.5255	-0.3463	0.006	0.001	0.039
O	2.3083	-2.6364	-1.4556	0.0465	-0.0235	0.1069
O	10.5031	6.7316	-5.193	-0.0051	-0.0124	0.0628
O	-2.4464	-1.2851	-9.3509	0.0213	0.0378	0.0714
O	6.4885	1.9612	-2.6767	-0.0101	0.028	0.0994
O	9.937	22.8784	-0.4701	0.0104	-0.0131	0.0445
O	5.9749	10.3657	-1.1874	-0.0052	0.0294	0.1227
O	5.485	11.2278	-3.5816	-0.0182	-0.0513	0.0811
O	3.9524	24.9489	-9.8588	-0.0147	-0.0335	0.0668
O	2.9708	21.4476	-2.5948	-0.02	-0.0226	0.1045
O	-2.4296	12.4581	-13.6797	-0.0404	0.0304	0.099
O	17.8671	8.3129	-8.8455	-0.0042	-0.0005	0.0604
O	-1.3469	-12.1172	-13.1287	-0.0034	0.0014	0.0595
O	13.6697	1.2799	-8.6196	-0.0003	0.0245	0.0822
O	7.9602	10.4324	-11.372	0.0038	0.0023	0.0661
O	14.5172	0.3244	-0.7579	0.0264	0.0083	0.0734
O	12.1273	12.83	-6.1189	0.0343	-0.0042	0.0808
O	6.9316	1.3184	-5.4214	0.0037	-0.0302	0.1344
O	13.1436	8.9823	-3.3067	0.0327	-0.0285	0.0752
O	-2.2677	20.2496	-1.7934	-0.0175	-0.0446	0.147
O	9.7207	12.9555	-7.4453	0.0437	-0.0358	0.0937
O	19.0886	-2.1123	-5.8467	-0.0465	-0.0285	0.0845
O	22.4844	19.9887	-6.1404	-0.0263	0.02	0.1034
O	7.3347	12.9579	-11.651	-0.0029	-0.003	0.0643
O	0.6721	5.4926	15.7138	-0.026	0.015	0.0776
O	-1.5215	6.8553	16.3353	0.0268	-0.0326	0.0923
O	-11.0905	-5.4395	20.102	0.0342	0.0503	0.0947
O	-0.1297	5.8525	18.2343	-0.0087	0.0136	0.1385
O	-6.8708	25.1277	23.4133	0.0451	-0.0147	0.1031
O	-1.9288	18.0445	16.3911	-0.0207	0.0329	0.0923
O	-0.8746	16.9872	19.1288	-0.0276	-0.0185	0.0932
O	3.7373	6.3563	16.7689	-0.0248	-0.0247	0.1569
O	-6.3931	11.595	24.4534	-0.0336	-0.0216	0.0982
O	-16.0035	19.2549	19.6523	-0.007	0.0328	0.1
O	4.3031	21.5644	24.7546	-0.0288	0.0213	0.0726
O	-1.8585	-3.4309	25.1101	0.048	0.0056	0.0895
O	11.0197	19.1146	24.6939	-0.0019	0.0014	0.0597
O	9.1818	0.8228	20.0716	-0.0057	0.0138	0.0689
O	-0.2654	5.334	20.7399	0.0206	-0.0457	0.0857
O	3.8346	1.734	16.6102	-0.0331	0.0285	0.0991
O	-0.1271	16.3454	15.4525	0.001	0.0014	0.04
O	8.9027	5.6407	18.5722	0.0087	-0.0142	0.0707
O	9.7578	8.1066	18.8806	0.0221	0.0322	0.1387
O	-2.2424	13.4503	18.3468	0.0126	-0.0002	0.1499
O	7.3572	7.7865	18.1292	0.0113	-0.0112	0.0662
O	-12.4781	16.6109	24.3773	0.0011	0.0313	0.0813
O	-11.2366	29.8415	19.9796	0.0329	-0.0426	0.106
O	8.0605	19.7984	28.33	0.0389	-0.0206	0.1038
O	-2.1341	27.5455	23.1835	-0.0326	0.0364	0.1601
O	9.2662	7.1879	16.4156	-0.0281	0.0193	0.1544
O	10.8648	5.4547	15.3973	-0.0049	0.0026	0.045
O	18.6347	7.9297	28.321	0.0104	-0.0167	0.1202
O	13.202	8.5523	15.31	0.0085	-0.0083	0.0359
O	4.5254	19.0331	25.3951	0.021	0.0208	0.0722
O	7.5535	18.5899	18.6754	-0.0049	-0.0136	0.1453
O	12.9492	4.3273	25.4844	0.0343	0.048	0.1061
O	3.1601	7.3884	25.7908	-0.0112	0.0401	0.0747
O	3.84	9.578	27.0869	-0.0067	-0.0024	0.0548
O	11.1089	10.5904	15.3239	-0.0135	0.0121	0.0408
O	8.7628	19.3331	23.4306	0.0292	0.0057	0.1063
O	-1.9302	12.332	20.7794	0.0153	-0.0595	0.1019
O	9.1668	-4.3625	16.4423	-0.0399	0.0092	0.1445
O	7.2734	9.3233	16.0512	0.0129	-0.0153	0.1294
O	-0.8646	-8.0377	27.108	0.0002	-0.0042	0.0496
O	6.4767	4.3304	26.0744	0.0283	-0.0063	0.1261
O	-0.7204	-5.518	26.1709	0.0182	-0.0473	0.0744
O	8.2309	14.4153	28.29	0.0403	-0.0321	0.0956
O	-1.0093	5.2874	25.7684	-0.0273	0.0095	0.0708
O	-1.819	-0.0204	24.015	-0.031	0.015	0.1188
O	-10.0143	5.9494	21.3724	0.0539	0.013	0.0822
O	1.2953	28.4378	17.4954	-0.0033	-0.0219	0.0647
O	8.3543	24.6246	28.0287	0.0264	-0.0283	0.1602
O	2.1093	3.2337	15.6199	0.0254	-0.0285	0.0997
O	-0.9419	3.0972	21.8836	-0.0256	-0.0214	0.085
O	-6.6752	3.4009	17.6084	0.0187	0.0283	0.0954
O	9.2546	4.6449	25.4031	0.0019	-0.0073	0.0632
O	-7.5259	23.2844	21.0638	-0.0349	-0.0127	0.1008
O	-7.8072	14.7858	20.8813	-0.0213	-0.0574	0.1188
O	11.1038	-7.8829	20.9704	0.0349	0.0282	0.0913
O	-0.146	13.2503	27.1593	0.0198	0.0269	0.0963
O	3.6802	6.6582	21.3438	0.0247	-0.0232	0.0808
O	0.6043	9.8831	18.9081	-0.0435	-0.0422	0.1208
O	-4.9642	21.1179	19.1141	0.0173	0.0007	0.0598
O	-11.5381	21.8387	19.2085	0.0364	-0.0004	0.1366
O	-2.8611	6.4309	27.0501	0.0025	0.02	0.0612
O	13.1968	2.7835	23.2589	-0.0487	0.0077	0.1886
O	-18.8353	38.4275	19.3571	-0.001	-0.0003	0.0642
O	3.1295	26.9733	18.4388	0.0407	-0.017	0.073
O	9.7152	12.3252	18.9846	0.0204	0.0148	0.0793
O	6.102	13.6917	27.0934	0.0135	0.048	0.0996
O	12.5046	19.8527	16.0706	0.0376	-0.0178	0.0919
O	18.7901	6.5357	19.0252	-0.0033	0.033	0.0955
O	5.4204	14.7749	17.7717	-0.0301	-0.001	0.0878
O	10.8495	16.3281	15.4307	-0.0009	-0.0002	0.0378
O	7.2763	3.5184	16.3405	0.0404	-0.0337	0.1071
O	-16.9086	-0.1832	21.6168	0.0404	-0.016	0.1584
O	-0.4934	10.1029	21.263	-0.0497	0.0419	0.089
O	18.4027	18.1508	25.5114	-0.0207	0.011	0.0696
O	-2.8579	3.2647	18.452	-0.0216	0.0307	0.1352
O	-8.6116	10.6827	23.3913	0.0078	0.0299	0.1144
O	1.4597	14.8778	25.97	-0.0103	0.0014	0.1431
O	-7.9857	26.2097	25.8673	-0.0203	-0.056	0.104
O	-1.1621	39.458	29.5306	0.0055	-0.0064	0.0469
O	5.0095	-1.3457	22.6902	-0.0112	0.0044	0.0737
O	11.8723	16.2521	28.3478	-0.0392	0.0162	0.0738
O	0.4947	31.8728	28.3633	-0.0263	0.0422	0.1057
O	15.4884	-8.5181	19.8902	0.0017	0.0255	0.0591
O	0.3338	10.2524	28.4936	-0.0037	0.0314	0.1187
O	-3.104	18.0545	25.6045	0.0082	-0.0236	0.0776
O	20.4001	-0.3856	19.7019	-0.0284	0.0483	0.0977
O	7.711	12.3864	25.4676	-0.0316	0.0148	0.0815
O	9.6818	1.4192	29.0787	0.005	-0.003	0.0419
O	-8.194	22.2525	23.3755	0.046	-0.024	0.1419
O	1.3662	18.15	17.6642	-0.0542	-0.032	0.1125
O	17.1578	12.5573	24.8766	-0.0244	-0.0209	0.0797
O	8.2316	23.4809	25.6893	-0.032	0.0534	0.1054
O	2.7706	32.4285	21.9975	0.0122	-0.0399	0.151
O	1.5767	25.9809	16.4861	0.0205	0.0141	0.1348
O	8.695	-6.7946	21.0442	-0.0191	0.0163	0.1126
O	7.0499	8.1989	22.5694	0.003	0.0151	0.0689
O	9.2439	3.5152	20.1912	-0.0244	-0.0265	0.0962
O	9.6574	12.265	28.9983	-0.0011	0.003	0.0434
O	13.3547	8.4272	28.7684	0.0025	-0.0024	0.1082
O	7.4108	-0.3597	26.2829	-0.0101	-0.0455	0.0951
O	11.1237	10.8108	22.2134	-0.0104	0.0252	0.0782
O	16.4317	19.6083	24.4164	0.0017	0.0281	0.0761
O	20.4742	17.6045	29.3318	-0.0007	-0.0035	0.039
O	21.8873	21.6102	15.4213	-0.0065	0.0015	0.0412
O	7.851	15.5354	18.4689	0.0403	0.0211	0.0975
O	12.9988	14.897	16.2353	0.0241	-0.036	0.096
O	5.3778	-2.9409	24.6895	0.0067	-0.031	0.1505
O	0.6254	0.8869	23.6106	0.0034	0.0279	0.0939
O	-12.9416	-14.3526	20.6667	0.0007	0.0261	0.089
O	19.5483	-13.7778	23.2192	0.0129	-0.0416	0.1636
O	-4.328	4.5821	29.1592	-0.011	0.0001	0.0455
O	3.5283	29.0593	16.1692	-0.0374	0.0281	0.1009
O	-10.7068	4.2807	28.4963	-0.0288	0.0456	0.1073
O	5.2468	12.3751	22.281	-0.0037	0.0361	0.1328
O	1.5201	14.468	16.3279	0.0301	-0.0392	0.0947
O	-14.6425	3.8542	21.634	0.0367	-0.0126	0.0764
O	7.361	14.6529	16.0394	0.0116	-0.0219	0.1292
O	12.521	11.2081	25.4389	-0.0246	-0.0501	0.1197
O	-5.5335	9.1415	25.6285	0.0276	0.039	0.1206
O	8.7744	1.3767	16.3237	-0.0329	0.0325	0.1093
O	-3.3314	20.1581	20.9371	0.0221	-0.0505	0.1323
O	6.2146	8.6449	26.5143	-0.025	0.0094	0.0634
O	4.1466	12.1605	29.2206	-0.0038	0.0039	0.0406
O	11.669	-3.2313	17.4477	-0.0339	0.0019	0.1037
O	17.0878	3.7574	26.7788	0.0289	0.0075	0.1125
O	5.9623	15.8533	28.4698	-0.0376	0.0338	0.1034
O	-5.9834	14.9135	18.9879	-0.0163	0.0161	0.0642
O	5.381	11.0087	15.2679	0.0055	-0.0036	0.0409
O	13.8232	-0.57	26.5444	-0.0335	-0.0356	0.1362
O	12.0513	-3.1526	20.0191	0.0308	-0.0059	0.0881
O	16.0337	-5.3425	15.3283	0.0086	-0.0042	0.0411
O	1.5414	0.4147	19.809	0.0316	-0.0135	0.0866
O	19.3273	4.0315	17.9357	0.0096	0.0323	0.0807
O	11.38	10.5842	27.818	-0.0422	0.0373	0.1673
O	-0.5355	1.1665	25.9452	-0.0199	-0.0071	0.0735
O	14.9631	12.1043	29.3509	-0.0034	0.0015	0.0433
O	4.3452	4.1894	21.4719	-0.0117	-0.0411	0.0775
O	5.4688	16.3851	15.3817	0.0029	-0.0032	0.0426
O	5.4529	9.5664	17.8933	-0.0361	0.0106	0.08
O	-4.2474	8.6457	23.3508	-0.0216	-0.027	0.1182

Results
free energy: -283317.738 eV
free energy less fixed offsets of O -570.45, Si -639.56 eV per atom: -4.378 eV

The program warned: the cutoff lies below the one the program advises for these potential files; the forces do not sum to zero within the program's tolerance; empty levels may hold ghost states of the PAW files; the exchange-correlation potential is rough where the density is thin.
